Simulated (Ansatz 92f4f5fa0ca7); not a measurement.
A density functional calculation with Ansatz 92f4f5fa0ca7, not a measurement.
Periodic cell of 247 atoms, Si165O82, from a study of silicon, its oxide and their interface. The atomic structure is a simulated model.
Doubt: the cutoff is far below the 930 eV that the study's wrapper takes by default for these files, so forces and energies are approximate.
This geometry differs little from another in the collection (a relaxation step or a small displacement).

Settings
functional: PBE
potential files: Ansatz PAW
basis: plane waves
wave-function cutoff: 580 eV
density cutoff ratio: 5
exchange-correlation grid ratio: 1
k mesh: 1 x 1 x 1, Gamma-centred
self-consistency stop: 5e-08 eV per atom in the density residual
occupations: fixed
spin: none
net charge: 0

Cell vectors (angstrom)
a 10.938 0 0
b 0 10.938 0
c 0 0 36.8364

Atoms and the computed forces on them: element, x, y, z (angstrom), force x, y, z (eV/angstrom)
Si 0 0 0.683 -0.0021 -0.0426 0.0138
Si 5.469 0 0.683 0.0282 -0.1013 -0.0084
Si 2.7345 2.7345 0.683 -0.0324 0.0066 -0.0087
Si 8.2035 2.7345 0.683 -0.0156 -0.0481 0.0231
Si 0 5.469 0.683 -0.0229 0.001 -0.0133
Si 5.469 5.469 0.683 -0.0271 -0.023 0.0151
Si 2.7345 8.2035 0.683 -0.0345 0.0057 0.0126
Si 8.2035 8.2035 0.683 -0.0873 -0.0123 -0.0033
Si 1.3673 1.3673 2.0503 0.0058 0.0588 -0.0252
Si 6.8362 1.3673 2.0503 0.0051 -0.0005 0.1867
Si 4.1018 4.1018 2.0503 -0.1334 0.1278 0.0969
Si 9.5708 4.1018 2.0503 0.0211 0.0645 -0.033
Si 1.3673 6.8362 2.0503 0.0566 -0.1255 0.0578
Si 6.8362 6.8362 2.0503 0.0303 0.139 -0.0308
Si 4.1018 9.5708 2.0503 0.2495 -0.0833 -0.1713
Si 9.5708 9.5708 2.0503 0.0306 0.0211 0.2031
Si 2.7345 0 34.7849 -0.0471 0.0007 0.1504
Si 8.2035 0 34.7849 -0.0777 -0.1009 -0.1975
Si 0 2.7345 34.7849 -0.0803 -0.0269 -0.1153
Si 5.469 2.7345 34.7849 -0.0735 -0.1214 0.0762
Si 2.7345 5.469 34.7849 -0.0591 -0.0297 -0.1726
Si 8.2035 5.469 34.7849 0.0084 -0.1566 0.1918
Si 0 8.2035 34.7849 -0.0879 -0.0661 0.0656
Si 5.469 8.2035 34.7849 -0.1099 -0.103 -0.0227
Si 4.1018 1.3673 36.1522 0.0479 0.01 0.0267
Si 9.5708 1.3673 36.1522 -0.017 0.0232 -0.0099
Si 1.3673 4.1018 36.1522 -0.0089 0.0141 -0.0102
Si 6.8362 4.1018 36.1522 0.0289 0.0232 0.0065
Si 4.1018 6.8362 36.1522 0.0438 0.0253 0.0164
Si 9.5708 6.8362 36.1522 0.0497 0.0443 0.0119
Si 1.3673 9.5708 36.1522 0.026 0.0019 -0.0054
Si 6.8362 9.5708 36.1522 0.053 0.0699 -0.021
Si 1.3042 4.0507 30.6667 -0.0261 0.0008 0.0443
Si 9.414 -1.3768 27.8109 0.0104 0.0379 0.0307
Si 4.0491 6.78 30.8317 0.0177 0.0051 0.0726
Si 5.9175 -0.6242 26.8625 0.062 -0.0625 -0.0599
Si -3.3629 8.5459 26.7121 -0.0509 -0.0354 -0.0467
Si 8.1804 5.3848 29.2029 0.0171 0.0006 0.0404
Si -1.3822 12.2667 30.6989 0.0061 -0.0145 0.0463
Si 4.1013 9.423 28.0256 0.0607 0.2067 0.1508
Si 5.3902 -2.8114 29.5071 0.0729 -0.0402 -0.0955
Si 3.9564 3.9944 28.1019 -0.0591 0.0765 -0.1651
Si 2.7147 5.4734 29.4423 -0.059 0.0078 -0.022
Si 5.4006 2.6076 29.3169 0.0375 -0.0513 0.0918
Si -4.1158 12.0866 28.1263 0.057 0.1104 -0.0465
Si 12.2975 6.7967 27.9884 -0.0508 -0.0051 0.0578
Si 2.8899 9.9388 15.4658 -0.0049 0.0169 0.0268
Si 10.8343 8.195 29.1884 0.0118 -0.0094 0.0218
Si 1.093 2.5473 22.9316 0.0213 0.0013 0.011
Si 11.3834 5.4606 23.6421 0.0116 -0.0139 0.0233
Si -5.0981 4.6548 24.6865 -0.1204 0.0893 0.051
Si 10.8641 2.686 29.2583 0.0452 -0.0148 -0.019
Si 6.7995 4.0392 30.6223 0.0255 0.0262 -0.015
Si 6.5037 1.2961 14.8244 -0.017 0.0614 0.0211
Si 1.1717 12.3111 27.6887 0.0049 0.0148 0.0477
Si 2.6238 10.9214 29.1215 -0.014 0.0477 0.024
Si 3.9995 1.2739 30.6426 -0.0295 -0.0217 -0.0161
Si 8.1934 -0.1405 29.463 0.102 0.0269 -0.037
Si -1.4109 5.7449 21.3316 -0.0217 -0.0003 -0.0259
Si 10.7511 3.6427 15.8979 0.0116 -0.0151 0.0072
Si 5.1668 5.5119 26.81 0.0231 0.1461 -0.0094
Si 9.5204 6.7888 30.6072 0.0112 -0.0174 -0.0138
Si 2.1776 14.2228 26.6676 -0.0629 0.0568 0.0627
Si 6.805 9.4818 30.7965 -0.0759 0.0173 0.0421
Si -0.0012 -0.0288 32.0379 0.0108 -0.0048 -0.0082
Si 5.4066 -0.0402 32.0589 0.0123 0.0458 0.0095
Si 2.6922 2.6938 32.0308 0.0317 -0.0043 -0.0146
Si 8.1695 2.7052 32.0342 -0.0078 0.0029 0.0049
Si -0.044 5.4447 32.0211 -0.0021 0.0198 -0.0073
Si 5.4741 5.4018 32.0768 0.0106 -0.0225 0.0016
Si 2.6596 8.2159 32.0498 -0.0435 0.0217 0.0006
Si 8.1963 8.1206 32.0806 0.0494 -0.0224 0.0024
Si 1.3517 1.3387 33.4205 -0.0154 0.0164 -0.0051
Si 6.7984 1.3483 33.4085 0.0085 -0.0225 -0.0052
Si 4.0771 4.0561 33.4146 -0.0232 0.0089 0.0033
Si 9.5373 4.0849 33.4075 0.0096 -0.0103 -0.0152
Si 1.3258 6.8172 33.4082 0.002 -0.0091 -0.0003
Si 6.8195 6.792 33.4392 -0.0176 0.0025 0.0058
Si 4.0593 9.5465 33.4287 0.0054 -0.0205 -0.0075
Si 9.5636 9.5424 33.4089 -0.0096 0.0153 -0.0022
Si 2.7758 0.0156 3.3834 0.0053 0.04 0.0078
Si 8.2232 0.0192 3.445 0.0015 0.0162 -0.0123
Si 0.0231 2.7641 3.416 0.0315 0.0285 -0.0138
Si 5.4569 2.7502 3.4205 0.0116 -0.0229 0.0083
Si 2.7388 5.4813 3.4567 -0.0034 0.0042 -0.0205
Si 8.2025 5.4795 3.4099 0.0112 -0.0371 0.0034
Si 0.0075 8.1843 3.4235 -0.0083 -0.0012 -0.0023
Si 5.4677 8.1977 3.4278 -0.0155 -0.005 -0.0111
Si 4.0828 1.3938 4.8007 -0.0339 0.0386 -0.025
Si 9.5955 1.4482 4.7918 -0.0339 -0.0095 -0.0242
Si 1.3771 4.1035 4.8438 -0.0046 -0.0441 -0.0015
Si 6.7879 4.1659 4.7727 -0.033 0.0435 -0.0499
Si 4.1183 6.8415 4.8421 0.0275 -0.0049 -0.0096
Si 9.5946 6.7837 4.8101 0.0223 -0.0202 -0.0283
Si 1.4703 9.54 4.7048 0.0049 -0.0371 -0.0279
Si 6.8345 9.5662 4.7848 0.017 0.0149 -0.0139
Si -0.6048 2.072 8.6892 -0.0063 0.1311 0.1644
Si 3.4103 3.5107 12.7075 0.0425 -0.0022 0.0024
Si -2.2693 0.3362 8.3684 0.0259 0.0483 -0.0757
Si 5.4823 0.0503 6.1239 0.0136 -0.0396 -0.0039
Si 0.0024 5.4211 6.2601 -0.0114 -0.021 0.0126
Si 5.439 5.4597 6.2571 -0.0098 -0.0261 0.0026
Si 2.7951 8.247 6.2047 -0.0256 -0.027 -0.0958
Si 8.1923 8.1427 6.1129 -0.0643 -0.0192 0.0445
Si 0.1595 0.0344 5.9623 0.0613 0.1341 0.0234
Si 11.8915 4.6988 11.3518 -0.0378 -0.0868 -0.0437
Si 2.6555 5.3672 8.9746 -0.0547 -0.1228 0.0136
Si 10.964 8.3136 8.6602 0.0686 0.0504 0.0165
Si 5.6366 2.6743 9.0508 0.0805 0.0951 0.0368
Si 9.4763 4.1167 7.6935 0.0052 -0.0016 0.0023
Si 0.0777 8.9741 14.8492 0.0018 0.0163 0.0421
Si 6.9401 8.6688 18.3908 0.0097 -0.007 0.0278
Si 6.8319 -4.1049 7.6226 0.0268 0.0099 0.028
Si 8.1788 2.8767 6.123 0.0489 0.0277 -0.0178
Si 2.8422 0.108 9.047 -0.0783 -0.0223 -0.0251
Si 4.1382 -1.2436 7.5637 0.0183 0.0798 0.031
Si 1.4343 6.8308 7.5297 -0.0274 -0.0107 0.022
Si 6.8674 1.4493 7.4155 -0.043 -0.0113 0.0584
Si -5.1542 8.5991 8.8495 0.0863 -0.0817 0.0332
Si 4.969 10.8237 17.2827 -0.0156 0.0031 0.003
Si -1.2267 -1.3494 7.1409 -0.0734 -0.0526 0.1594
Si 8.2398 2.5045 17.1566 0.0067 0.0169 -0.0084
Si 1.355 1.3158 7.5968 0.1174 -0.0807 -0.0602
Si 9.1404 7.7247 9.974 -0.2011 0.0199 0.0189
Si 0.2006 11.0684 12.5789 -0.0113 0.0065 -0.0121
Si 4.1359 4.0132 7.6921 0.0062 -0.0167 -0.054
Si -3.8295 14.7704 10.6082 -0.1713 -0.1016 0.1088
Si 7.7332 9.6809 9.7646 0.1232 -0.1197 0.0872
O -7.1238 9.759 16.8028 0.011 0.0016 -0.0004
O 16.6218 -5.6106 16.3226 0.0011 0.0048 -0.0016
O 13.4219 19.2537 10.7229 0.1092 -0.054 0.004
O -10.3775 -41.2376 14.9936 -0.0078 0.0113 -0.0072
O 29.7563 6.5593 15.3859 -0.0036 0.017 -0.0017
O -0.2312 3.6254 11.6314 0.0526 0.0374 -0.0218
O 22.2344 16.8271 25.2099 0.0024 0.0089 -0.0044
O 19.9972 16.9423 13.0015 0.0262 0.01 -0.0014
O 34.2938 11.9855 12.9985 0.0085 -0.001 -0.0239
O 40.5318 12.8684 15.716 -0.0006 -0.0141 -0.0023
O 31.4508 26.025 20.9762 0.0188 0.0023 0.003
O -8.9812 -3.3356 20.5566 0.0077 -0.0018 0.004
O 26.2359 -20.1958 25.2662 0.2488 -0.1827 0.0151
O -1.1827 4.6147 15.0643 -0.009 0.017 -0.0178
O -11.0871 41.9368 20.9388 0.0014 -0.0055 -0.0048
O 37.1473 26.0473 24.1836 -0.0141 -0.0233 -0.0192
Si 23.5534 4.1721 18.0535 -0.0138 -0.0051 -0.0187
Si 11.4274 26.9331 26.6738 0.0331 -0.0004 -0.0498
Si -14.4975 23.7896 24.6663 0.0188 0.0278 -0.0215
Si 6.7068 17.7481 28.0491 -0.0757 0.0026 0.0007
Si 7.6062 -13.8903 21.235 -0.0087 -0.0052 -0.0006
Si 3.9398 8.8145 24.0284 0.0262 -0.0448 0.0091
Si 12.8128 34.5496 14.4245 0.0167 0.0059 0.0456
Si 6.3443 6.7601 15.9437 0.0128 -0.0089 0.0084
Si -0.1451 3.2714 20.3096 -0.0107 0.0151 -0.013
Si 9.5362 4.0037 27.7704 0.0256 0.0429 0.0078
Si 3.8747 13.355 18.4634 -0.0091 0.0148 -0.0119
Si 56.1806 9.4674 10.1175 -0.0876 0.0612 -0.093
Si 6.6241 -3.4218 24.0727 -0.0298 0.0175 -0.0161
Si 24.5988 2.7295 6.2511 0.0358 0.0285 0.0146
Si -7.5222 13.834 24.7113 0.0368 -0.0092 -0.0963
Si -11.9763 22.35 23.9413 -0.0151 -0.0701 0.0075
Si 10.0302 20.0714 17.7419 -0.0014 0.0159 0.0084
Si 4.7307 -2.6643 13.6228 0.0045 0.0219 0.0558
Si 27.2532 33.2412 24.8563 -0.3265 0.1204 -0.1802
Si 8.1634 -5.34 9.2113 0.0355 0.0736 -0.022
Si 10.2124 22.305 26.4356 -0.0197 0.0129 -0.0777
Si 19.4492 -5.5223 14.3967 -0.0186 -0.023 -0.0018
Si -2.4541 13.0367 26.7577 -0.0192 -0.0778 0.1017
Si 1.2983 9.5553 30.5717 -0.0036 -0.013 -0.0022
Si -12.5439 -10.2348 19.1924 0.0076 -0.0114 0.0195
Si 3.802 7.4075 10.9601 -0.0267 -0.0009 -0.075
Si 4.0047 4.9025 19.7106 -0.0052 0.0108 -0.0079
Si 21.1987 6.9964 12.5661 -0.0394 -0.0093 0.0143
Si -10.5024 7.8806 20.0535 -0.0097 0.0276 0.0102
Si 6.2262 25.6595 12.942 -0.0033 0.0191 -0.1346
Si 6.3951 21.4052 12.3682 0.0132 0.0568 -0.0487
Si 20.2502 -1.3331 21.4754 0.0273 0.0263 0.0064
Si 9.903 13.2997 10.9667 -0.0802 0.0301 -0.0217
Si 13.941 -3.0559 26.661 -0.0035 -0.1875 -0.3302
Si 13.6766 28.7431 21.7958 0.0032 0.0226 -0.0165
Si 16.8406 15.3396 17.6339 0.001 -0.0019 -0.0107
Si 15.2801 -9.6113 10.5291 0.1054 0.1043 0.1361
O -22.6036 -22.1148 18.1782 0.0003 -0.005 -0.0093
O 18.7312 -13.9043 25.1326 0.0298 0.0217 0.0224
O -4.4554 27.7855 23.8446 0.0205 -0.0148 0.0063
O 11.6064 42.8847 11.401 0.0282 -0.0439 -0.018
O -9.9681 15.489 16.6313 0.0116 0.0055 0.0069
O 11.9894 24.794 21.3571 -0.0022 0.0032 0.0055
O 24.2911 22.4411 15.4192 -0.0021 -0.0074 -0.0204
O -15.9782 2.3934 13.7744 0.0148 -0.0527 0.0305
O -7.3586 5.9705 10.2134 0.049 0.1358 0.0036
O 39.0379 10.0772 17.9976 0.0068 0.0034 0.0003
O -2.8914 6.3934 21.1684 0.0149 -0.0103 0.0058
O 8.3116 13.6641 10.9238 -0.0034 -0.0076 -0.0455
O 29.9838 34.1957 18.3403 -0.0034 -0.0006 0.0039
O -16.4274 11.611 15.9184 0.0028 -0.0022 -0.0097
O 18.5388 21.2173 11.3083 -0.0674 -0.0275 -0.0587
O 5.2345 -2.8648 24.695 -0.0083 0.0442 -0.0177
O -0.29 -0.673 13.9152 -0.0023 -0.0128 0.0011
O 8.5677 19.619 18.3018 0.0022 0.0034 -0.0088
O -23.265 -13.8245 11.5707 -0.0029 -0.0006 -0.0731
O 12.3773 15.4887 9.7868 -0.0274 -0.0073 0.0297
O -6.4836 54.1298 23.82 0.0483 0.0077 0.0662
O 10.288 1.8609 19.7578 -0.0015 -0.0041 0.0075
O -9.3753 -12.8689 15.5165 0.002 -0.0035 -0.0208
O 2.7485 -2.3149 25.1613 0.0009 0.0038 0.1088
O 14.6683 -1.4817 14.1507 0.0076 -0.0103 -0.0351
O 6.7614 19.1503 22.6137 0.0116 0.0025 0.0291
O 16.2962 -14.4213 14.8686 -0.0059 0.0101 -0.0311
O 5.9178 -23.8341 12.7924 -0.0061 0.0009 -0.0123
O -25.369 3.8539 17.6449 -0.0018 0.0001 -0.0006
O 27.3512 5.1967 19.0192 -0.0002 -0.0004 0.0038
O -0.4263 17.4678 20.3056 -0.0035 0.0014 0.0134
O 22.3632 4.1795 19.1435 0.0123 0.0072 0.005
O -12.3149 21.0024 23.0451 -0.005 0.009 -0.0013
O 36.326 29.9237 22.637 0.0165 0.0155 0.0193
O 3.9891 -14.612 12.5745 0.008 -0.0038 -0.0171
O -27.8976 25.0045 17.4215 0.0002 0.0024 0.003
O -9.1945 27.9354 22.8292 -0.0042 -0.0054 0.0057
O 0.4582 -7.1136 23.7287 -0.0021 0.0221 -0.0076
O 15.67 -17.4157 12.8586 0.002 -0.0312 -0.0103
O 17.9252 22.0245 13.7693 0.0035 -0.0062 -0.029
O 14.0342 -19.1135 14.125 -0.007 -0.0003 -0.016
O 5.1877 -10.5762 11.5958 0.025 -0.0428 -0.0016
O 14.5077 13.3945 11.459 -0.0002 -0.0319 -0.0336
O 0.2813 8.2533 18.4621 0.0004 0.0093 -0.0045
O -10.6606 23.064 23.2783 -0.001 0.0218 -0.0077
O 13.5718 13.2781 23.3823 0.0193 0.0234 0.0394
O 10.0061 -2.0048 16.1276 0.0065 0.0066 -0.0158
O 20.7583 24.7416 16.9908 -0.0048 -0.0033 -0.002
O 13.0895 26.3508 12.4062 -0.0081 0.0127 -0.0149
O 3.7592 27.6528 21.0721 0.0019 -0.0064 -0.0124
O 19.5382 -9.4789 23.6441 -0.1038 0.039 0.0682
O 39.4336 8.2951 19.9516 -0.0007 0.007 -0.0292
O 10.9043 51.4029 13.9076 0.0123 -0.0084 -0.0182
O 14.9172 14.1795 19.906 0.0011 0.0039 -0.0097
O 39.6778 36.2515 24.3113 0.0761 -0.1165 -0.0121
O -0.9037 16.9092 22.8757 -0.004 0.0006 -0.0057
O 40.0769 4.491 13.9638 0.0379 0.028 0.0331
O 11.3577 6.2009 11.6657 0.005 0.0201 0.014
O 36.717 6.5269 26.3617 0.0371 -0.1978 0.0645
O -27.6802 8.0522 10.2841 -0.0682 0.0052 0.0344
O 26.1603 11.7876 18.4304 0.0031 0.0064 0.0027
O 41.586 32.7041 20.4978 0.008 0.0095 -0.0105
O -0.9703 1.1007 12.0126 0.0286 -0.0075 -0.028
O 39.2043 40.3991 17.3322 0.0008 0.0034 -0.002
O -8.107 -5.7144 18.5715 0.0069 -0.0024 0.0044
O 24.2203 13.6041 17.9246 0.016 0.0042 0.0071

Results
free energy: -151524.404 eV
free energy less fixed offsets of O -568.88, Si -635.61 eV per atom: -0.594 eV

The program warned: the cutoff lies below the one the program advises for these potential files; the exchange-correlation potential is rough where the density is thin.
